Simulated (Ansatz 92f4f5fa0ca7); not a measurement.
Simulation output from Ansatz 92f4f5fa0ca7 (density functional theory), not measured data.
Periodic cell of 256 atoms, Si144O112, from a study of silicon, its oxide and their interface. The atomic structure is a simulated model.
Doubt: the cutoff is far below the 930 eV that the study's wrapper takes by default for these files, so forces and energies are approximate.
This geometry differs little from another in the collection (a relaxation step or a small displacement).

Settings
functional: PBE
potential files: Ansatz PAW
basis: plane waves
wave-function cutoff: 580 eV
density cutoff ratio: 5
exchange-correlation grid ratio: 1
k mesh: 1 x 1 x 1, Gamma-centred
self-consistency stop: 5e-08 eV per atom in the density residual
occupations: fixed
spin: none
net charge: 0

Cell vectors (angstrom)
a 10.938 0 0
b 0 10.938 0
c 5.3342 4.8172 36.1401

Atoms: element, x, y, z (angstrom)
Si 7.0356 3.0259 28.6163
Si 9.6714 5.8817 28.7322
Si 6.5615 9.0932 28.6963
Si 9.2094 0.7873 28.7676
Si 0.953 3.6752 28.6642
Si 3.6751 6.4291 28.4948
Si 12.4142 8.7001 28.6197
Si 4.3013 0.3186 28.6371
Si 8.0654 4.7098 29.9774
Si 10.8236 7.5346 29.9694
Si 8.0259 -0.6871 30.1207
Si 10.8138 2.0322 29.9973
Si 2.6066 4.8174 29.909
Si 5.3183 7.486 29.9139
Si 13.5934 10.2204 29.9912
Si 5.36 2.0075 29.9408
Si 6.6992 6.1395 31.3045
Si 9.4599 8.8883 31.36
Si 6.6794 0.7205 31.4013
Si 9.4521 3.4084 31.3744
Si 12.2002 6.169 31.3454
Si 14.9417 8.869 31.3617
Si 12.2111 11.6261 31.3324
Si 3.9826 3.4367 31.2895
Si 5.3342 4.8172 32.7218
Si 8.0687 7.5517 32.7218
Si 5.3342 10.2862 32.7218
Si 8.0687 2.0827 32.7218
Si 10.8032 4.8172 32.7218
Si 13.5377 7.5517 32.7218
Si 10.8032 10.2862 32.7218
Si 13.5377 2.0827 32.7218
Si 1.3673 -1.3673 3.418
Si 4.1018 1.3673 3.418
Si 1.3673 4.1018 3.418
Si 4.1018 -4.1018 3.418
Si 6.8362 -1.3673 3.418
Si -1.3673 1.3673 3.418
Si 6.8362 4.1018 3.418
Si -1.3673 6.8362 3.418
Si 2.7628 -0.0113 4.8169
Si 5.4172 2.7984 4.7553
Si 2.6708 5.514 4.8778
Si 5.3963 -2.6864 4.7385
Si -2.7288 0.0467 4.804
Si -0.0267 2.7778 4.8103
Si 8.2617 5.4306 4.7425
Si -0.0119 -2.7135 4.7892
Si 1.3583 1.4052 6.1074
Si 4.0724 4.1315 6.2006
Si 1.2605 -4.0136 6.3064
Si 4.1574 -1.3558 6.2819
Si -4.092 1.5148 6.076
Si -1.2769 4.2137 6.2694
Si 6.7883 -4.1196 5.871
Si -1.3223 -1.2957 6.1532
Si 0.3553 -0.1703 7.5403
Si 2.8553 2.5346 7.5349
Si -0.4717 -4.9765 7.8436
Si 2.5006 -2.4729 7.6093
Si 5.2647 0.4562 7.454
Si -2.9289 3.0809 7.482
Si 5.8087 5.3028 7.3642
Si -2.7439 -2.8672 7.1834
Si 6.7014 3.45 34.0891
Si 9.4359 6.1845 34.0891
Si 6.7014 8.919 34.0891
Si 9.4359 11.6535 34.0891
Si 12.1704 3.45 34.0891
Si 3.9669 6.1845 34.0891
Si 12.1704 8.919 34.0891
Si 14.9049 11.6535 34.0891
Si 8.0687 4.8172 35.4563
Si 10.8032 7.5517 35.4563
Si 8.0687 10.2862 35.4563
Si 10.8032 2.0827 35.4563
Si 2.5997 4.8172 35.4563
Si 5.3342 7.5517 35.4563
Si 13.5377 10.2862 35.4563
Si 5.3342 2.0827 35.4563
Si 1.3673 1.3673 0.6835
Si 4.1018 4.1018 0.6835
Si 1.3673 6.8362 0.6835
Si 4.1018 -1.3673 0.6835
Si 6.8362 1.3673 0.6835
Si -1.3673 4.1018 0.6835
Si 6.8362 -4.1018 0.6835
Si -1.3673 -1.3673 0.6835
Si 0 0 2.0507
Si 2.7345 2.7345 2.0507
Si 0 5.469 2.0507
Si 2.7345 -2.7345 2.0507
Si 5.469 0 2.0507
Si 8.2035 2.7345 2.0507
Si 5.469 5.469 2.0507
Si 8.2035 -2.7345 2.0507
Si 12.9988 1.4516 21.9231
Si 0.0991 14.0776 23.3113
Si 13.3617 4.4702 21.9776
Si -2.7588 1.544 19.3304
Si 7.8792 2.7222 23.1291
Si 0.8185 -2.9321 15.3291
Si 8.2769 1.4551 16.2466
Si 3.9892 -5.691 19.6
Si -0.769 7.2846 10.5666
Si 0.3411 5.1367 14.7835
Si 4.1024 -4.3267 9.6528
Si 8.6229 4.0143 14.4499
Si -3.0284 -2.8668 12.3515
Si 0.8834 -1.8224 12.2872
Si -0.102 1.0891 12.2221
Si 4.6347 4.594 16.7669
Si 5.3848 1.3586 10.2218
Si 4.1099 -3.8524 23.041
Si 3.9689 -0.4389 16.9411
Si 7.8813 7.2542 26.5088
Si 10.8723 0.3185 19.9769
Si 5.9944 10.3156 18.9634
Si 13.5429 2.0358 12.6868
Si 9.439 1.2525 9.6192
Si 7.9365 -0.6366 14.3621
Si 3.7525 10.3978 11.9967
Si 14.833 1.0503 25.6371
Si -0.0711 -0.5174 26.4508
Si 12.2403 2.3259 25.8423
Si -2.7465 -1.5866 9.7282
Si 8.1425 6.6318 19.5318
Si 11.669 13.1657 14.9538
Si 3.3899 3.6025 10.1995
Si 3.9893 -0.7832 23.2181
Si 6.9043 4.1367 20.6232
Si 7.3772 5.9439 16.6879
Si 5.1552 5.8662 25.7156
Si 6.2258 8.8667 16.4255
Si 6.8402 -8.9385 12.969
Si 11.7891 -0.3223 16.9927
Si 5.0017 7.7252 12.4858
Si 9.3309 -2.0358 21.3251
Si 7.1902 10.5366 22.7579
Si 6.1434 3.1389 25.5873
Si 3.0581 6.3733 14.658
Si 5.3191 7.7218 20.318
Si 9.1515 -2.0188 24.292
Si 5.2228 1.821 15.4999
O 7.3529 -2.1329 8.4334
O 3.5173 0.718 12.9927
O 7.5725 1.1828 22.6697
O 6.8534 9.5153 17.7979
O 6.636 6.2736 26.2237
O -1.8953 -4.1688 7.727
O 13.4897 7.5691 28.0524
O 6.9083 4.223 8.0099
O 3.0603 -3.2858 8.9463
O 11.041 -0.0733 18.4047
O 5.2179 4.3744 25.0468
O 4.5474 3.0728 16.2488
O 12.2624 1.0285 20.5053
O 2.3249 3.066 9.0522
O 12.4941 3.028 27.2781
O -1.1667 1.7031 11.1589
O 9.6586 -0.1198 27.4643
O 11.2509 -1.7261 16.3077
O 5.4588 10.1874 28.0907
O 5.2995 -4.7069 8.6211
O 4.169 5.863 27.0128
O 6.5484 7.3394 12.904
O 9.0123 6.4747 27.3616
O 3.4344 8.6053 23.0399
O 1.4656 -1.266 8.1653
O 8.4538 -0.0167 9.6495
O -0.1659 0.7499 8.8142
O 16.2301 7.247 21.8993
O 13.9918 0.2243 22.3318
O 11.4443 3.7207 15.6522
O 11.2871 3.2949 24.9248
O 9.4551 3.1196 22.9566
O 7.3532 8.5527 27.3466
O -0.3221 6.0509 9.5662
O 11.591 0.8533 26.0053
O 6.1612 4.9809 17.1992
O -0.2908 1.7027 13.7353
O -6.1752 0.1767 18.238
O -2.2432 2.4868 8.8701
O 0.5436 -3.1027 11.3465
O 4.7557 -3.6172 10.9427
O 3.8256 1.2174 7.748
O 6.9437 3.6744 22.1903
O 15.5398 9.0194 16.5849
O -0.0475 6.5895 15.5042
O 2.6273 -6.0754 20.4139
O 3.6069 0.8155 27.2195
O 6.6541 1.4628 16.1828
O 10.5237 -1.0486 20.8139
O 3.389 5.2167 10.0938
O 7.0329 0.4186 19.6339
O 9.5629 1.3041 20.1783
O -0.9358 4.6867 13.8266
O 8.191 1.9355 28.1252
O 6.4124 1.7797 11.4201
O 8.5765 -1.9042 13.5241
O -3.5309 -1.9203 11.1123
O 2.1569 2.487 14.1786
O 4.2041 11.508 15.6804
O 11.8026 4.3691 22.5102
O 5.3551 1.7268 25.4024
O 12.313 1.5505 11.7306
O 9.7247 -2.5392 22.8431
O 7.9884 5.2281 15.3505
O 3.7149 -6.2187 18.0938
O 8.6947 1.5259 17.7925
O -0.1502 -0.5513 12.1498
O 7.6093 0.6017 13.3478
O -1.3221 -2.3936 9.6778
O 2.4177 -0.581 17.2874
O 3.9237 6.9555 13.4151
O 6.4249 3.4926 27.1498
O 7.5018 2.9906 24.6959
O 17.5476 9.7058 15.0831
O 6.0528 0.6316 8.9197
O -1.7463 7.6844 20.2293
O 10.3343 -1.2808 25.1191
O 2.7571 2.1058 25.1189
O 9.0052 -3.9382 11.734
O 11.7143 -2.3339 13.8143
O 4.8266 -1.5873 12.6299
O 6.6728 7.2959 19.5608
O 4.0949 5.5462 15.5749
O 12.7397 5.4562 14.0723
O 5.5704 -0.6223 22.7923
O 7.7455 3.3666 13.2099
O 8.4157 6.2207 17.9486
O 3.2238 3.2519 11.8007
O -5.4086 2.1926 13.9354
O 8.0316 5.3089 20.4688
O 2.3819 7.5651 15.5603
O 8.5895 7.6402 25.1026
O 10.7776 4.7904 28.1389
O 5.2482 9.3353 20.0646
O 8.8641 -8.1646 15.4957
O 15.6396 6.9052 24.5457
O 2.9274 2.8711 21.9979
O 6.7352 7.3563 16.2063
O 4.7589 2.8068 9.7742
O 11.6627 1.0347 16.0637
O 3.1701 5.7353 22.7803
O 5.3667 4.5845 20.247
O 4.2978 0.1907 10.644
O 14.781 -0.3474 24.7923
O 11.8852 9.4224 27.2373
O 7.8849 -1.2584 21.5301
O 7.4397 2.9403 19.6696
O 4.1049 6.8879 19.6084
O -2.0946 0.0595 15.5501
O 7.8885 9.9591 24.1199
O 2.3665 -1.3635 11.803
O 11.7081 1.6914 22.9152

Results
free energy: -155242.213 eV
free energy less fixed offsets of O -568.88, Si -635.61 eV per atom: 0.187 eV

Forces (eV/angstrom), in the order of the atoms: element, x, y, z
Si 0.0013 0.0398 -0.4356
Si 0.0883 -0.1209 -0.2665
Si -0.0751 0.0604 -0.3633
Si -0.1126 0.0751 -0.3368
Si -0.0946 -0.0644 -0.2458
Si 0.0156 0.018 -0.3086
Si 0.075 -0.08 -0.1596
Si -0.109 -0.0264 -0.3291
Si 0.0139 -0.02 -0.1127
Si 0.0503 -0.0325 -0.1322
Si 0.011 0.007 -0.1406
Si -0.0138 0.0618 -0.2015
Si -0.0289 0.0318 -0.1195
Si -0.0432 0.0354 -0.1995
Si 0.0124 0.0103 -0.1201
Si -0.0338 0.0046 -0.1651
Si 0.0796 0.0556 0.067
Si 0.054 -0.0315 0.1036
Si 0.0379 -0.0168 0.1805
Si 0.0132 -0.035 0.0792
Si -0.0389 0.0633 0.0619
Si 0.0399 -0.0411 0.0416
Si 0.0345 -0.0448 0.062
Si 0.0119 -0.0128 0.0236
Si -0.0505 -0.1354 -0.2905
Si -0.0854 -0.2875 -0.2452
Si -0.1125 -0.1584 0.257
Si -0.0185 -0.0373 0.3161
Si 0.0989 -0.0195 -0.0399
Si 0.0797 -0.1343 0.1034
Si 0.1695 -0.0262 -0.1192
Si 0.1363 0.0339 -0.2992
Si 0.2503 -0.0215 0.1134
Si -0.0413 -0.1191 -0.0467
Si -0.0029 0.2003 0.3419
Si -0.6705 0.0246 0.0716
Si 0.0545 0.2544 0.105
Si -0.07 0.3074 0.034
Si 0.0793 -0.0516 -0.2695
Si 0.1785 0.0447 -0.2257
Si 0.1142 0.0601 -0.0509
Si -0.0556 0.0422 -0.1641
Si -0.0557 0.0507 0.0063
Si -0.1096 0.0548 0.0483
Si -0.1557 -0.079 -0.058
Si -0.0496 -0.0328 0.0692
Si 0.1697 0.1032 -0.0802
Si -0.1228 0.0344 -0.0648
Si 0.0728 -0.1232 0.1602
Si 0.158 -0.0722 0.4142
Si -0.0133 -0.0279 0.3568
Si 0.0062 0.057 0.1499
Si 0.0531 0.0035 0.3013
Si -0.0982 -0.1236 0.2708
Si -0.0172 -0.0495 0.1718
Si 0.163 -0.0433 0.382
Si -0.0321 -0.0972 -0.0358
Si -0.1576 0.2079 -0.0056
Si 0.1393 0.07 0.1184
Si -0.0067 0.1594 0.0667
Si 0.1494 -0.1301 -0.1096
Si -0.1032 0.0385 0.0524
Si -0.0785 -0.0873 0.1297
Si -0.2 0.2381 -0.023
Si 0.0183 -0.0134 -0.0069
Si -0.0528 -0.0175 -0.0233
Si -0.0315 0.0299 -0.0096
Si -0.0479 0.0151 -0.0158
Si -0.0188 0.0331 -0.03
Si -0.0819 0.0123 -0.0192
Si -0.0051 0.0217 -0.0177
Si -0.037 -0.0177 -0.0067
Si 0.0148 -0.001 -0.0041
Si 0.0307 -0.0087 -0.0173
Si 0.0548 -0.0036 -0.0127
Si 0.0289 -0.0197 -0.0329
Si 0.0299 0.0019 -0.0183
Si 0.0194 -0.0435 -0.0255
Si -0.0145 0.0046 -0.0067
Si 0.0207 -0.0368 -0.0161
Si -0.0231 0.0532 0.0182
Si -0.0155 -0.0133 0.0371
Si -0.0078 0.0186 -0.0078
Si 0.0053 -0.0251 0.0347
Si 0.0033 -0.0151 -0.0088
Si -0.0077 0.0151 0.0353
Si -0.0717 0.0673 0.0125
Si -0.0507 0.0001 0.0278
Si 0.0752 0.0294 0.0553
Si 0.0477 -0.0619 0.0531
Si 0.0589 0.1065 -0.0203
Si -0.048 -0.0984 -0.042
Si 0.0746 0.1086 -0.0128
Si -0.0833 -0.0766 -0.0375
Si 0.1101 0.0251 0.0468
Si 0.031 -0.0483 0.0403
Si 0.0209 -0.0247 0.2433
Si -0.0605 -0.029 0.0634
Si -0.0662 0.0109 0.1886
Si 0.0101 -0.0077 0.1091
Si 0.0505 -0.0681 0.1428
Si 0.0323 0.0304 -0.1706
Si -0.0959 -0.0321 -0.2137
Si 0.0179 -0.0077 0.1494
Si -0.0261 -0.0288 0.1814
Si 0.0455 -0.0262 -0.0741
Si 0.1224 -0.0112 -0.1521
Si 0.0354 -0.1023 -0.1733
Si -0.068 -0.1002 0.0595
Si 0.1064 0.0866 -0.0227
Si 0.2992 -0.0706 0.0658
Si -0.0221 0.0279 -0.1309
Si -0.1273 -0.1854 0.1625
Si -0.1426 0.0868 0.1065
Si 0.1314 0.0994 -0.1279
Si 0.0639 0.0158 0.0207
Si 0.0157 0.002 0.1762
Si -0.0746 -0.0456 -0.0096
Si -0.0148 -0.2305 -0.0814
Si 0.0592 0.0457 -0.0995
Si -0.0029 -0.0016 -0.1241
Si -0.06 0.0146 0.1401
Si 0.1898 0.0071 -0.2575
Si 0.0124 -0.0077 -0.0481
Si -0.0073 0.0806 -0.2652
Si -0.1664 -0.2491 0.0537
Si -0.0709 0.0702 0.1316
Si 0.0211 -0.0247 -0.1632
Si 0.0614 -0.2139 0.1334
Si 0.0172 -0.055 0.0788
Si -0.0426 -0.0849 0.2982
Si -0.065 0.0025 -0.0589
Si 0.015 -0.0353 -0.1933
Si 0.0095 0.0885 -0.1125
Si 0.0403 -0.0195 0.1324
Si 0.0053 0.0778 -0.1467
Si 0.1347 0.1109 0.1314
Si -0.079 0.0631 0.2883
Si -0.0586 0.0296 0.2637
Si -0.0538 -0.1447 -0.2356
Si 0.0195 0.0009 -0.17
Si -0.0184 -0.0478 0.2774
Si -0.201 0.1583 -0.1364
Si 0.0764 -0.0724 -0.1831
O 0.0615 -0.0256 -0.1989
O -0.0272 0.0805 0.0223
O 0.0124 0.0345 -0.0476
O 0.0442 -0.023 0.0846
O 0.0875 -0.0251 0.0297
O 0.1217 0.0498 -0.1795
O 0.0052 0.0082 0.4299
O -0.0479 -0.058 -0.4547
O -0.057 0.059 -0.1553
O -0.0287 -0.0183 -0.0579
O -0.0357 0.0898 0.0929
O -0.028 0.0475 0.086
O -0.0653 -0.0287 -0.1803
O -0.036 -0.0793 -0.4414
O 0.0016 0.1258 0.3294
O -0.1339 -0.0071 -0.1696
O -0.0308 0.0262 0.1756
O -0.0183 0.0115 0.1103
O -0.0331 0.0102 0.5261
O -0.0238 0.0411 0.0005
O -0.0934 0.0534 0.4188
O 0.0249 0.0076 -0.0238
O -0.0585 0.095 0.0507
O 0.0458 -0.041 -0.0459
O -0.1413 -0.1106 -0.4561
O -0.0923 0.0412 0.0332
O 0.0291 0.0242 0.0204
O 0.0771 0.0178 -0.1059
O -0.0979 0.1113 -0.0858
O -0.0253 0.0349 0.032
O 0.0839 -0.0558 0.0812
O -0.0351 0.0049 -0.0384
O -0.0222 0.0281 0.1775
O 0.1026 -0.1746 -0.6829
O -0.0495 -0.1286 0.045
O 0.0321 -0.0038 0.0581
O 0.0048 0.0519 0.075
O -0.0008 -0.0104 0.0571
O 0.0052 -0.0296 -0.0848
O -0.0075 -0.08 -0.1
O -0.0701 -0.0437 -0.146
O 0.1175 0.0651 -0.1238
O -0.0472 0.0697 -0.1484
O 0.012 0.0173 0.0178
O 0.0013 -0.0194 0.0266
O 0.0581 0.0256 -0.202
O 0.0469 -0.0961 0.3873
O 0.0334 0.0243 0.1349
O 0.0624 0.0672 -0.0923
O -0.0542 0.001 0.0343
O -0.0145 -0.017 -0.0397
O -0.0081 0.012 -0.101
O 0.0214 0.0116 0.0931
O -0.0319 -0.0039 0.5302
O 0.0234 -0.034 -0.1055
O -0.0715 0.0182 -0.001
O 0.0585 0.1371 -0.1203
O -0.049 -0.0065 0.0609
O -0.0179 -0.0316 0.0514
O 0.0758 0.0189 -0.0487
O 0.0544 -0.0232 0.077
O -0.0472 0.023 0.0507
O -0.0143 -0.0003 -0.0887
O -0.043 0.07 0.0892
O -0.0309 0.0019 -0.0014
O 0.0393 -0.0068 -0.007
O -0.0876 0.0644 0.0103
O -0.0237 0.044 -0.0034
O 0.1163 0.1998 0.0864
O -0.0222 -0.036 0.0762
O -0.0666 -0.0707 0.0516
O 0.1215 0.0263 0.4316
O -0.0324 0.0425 0.0261
O -0.0354 -0.0228 0.1214
O -0.0755 0.04 -0.1954
O 0.0194 -0.0906 -0.1195
O 0.1354 0.1186 0.2005
O -0.0907 0.0624 0.062
O 0.0883 0.0183 -0.1085
O -0.0219 -0.0547 0.1824
O 0.0126 -0.0193 -0.0273
O 0.0293 0.0092 -0.0829
O 0.0123 -0.0617 0.0994
O -0.0645 -0.0223 0.0501
O 0.0509 0.0068 -0.0612
O 0.0119 0.0356 0.0573
O 0.0611 -0.0246 -0.0322
O 0.0072 0.1126 -0.1736
O -0.0331 0.0058 0.0455
O 0.0407 0.0772 -0.0969
O 0.0136 0.0117 0.0608
O -0.0979 -0.131 0.1876
O 0.0359 0.0059 0.5088
O 0.0351 -0.0327 -0.1108
O 0.0588 -0.0283 0.1021
O 0.0405 -0.0325 0.0655
O -0.0063 0.0607 -0.0865
O 0.0204 -0.0296 0.0327
O 0.1333 0.2065 0.0722
O -0.0044 -0.0439 0.0768
O 0.0034 -0.0546 -0.0961
O -0.0273 0.0048 -0.0771
O 0.0148 0.083 0.0037
O -0.0512 0.0484 0.11
O -0.032 -0.0178 0.1176
O 0.0419 -0.0488 -0.1727
O 0.0301 -0.0668 -0.1406
O -0.0202 0.0142 -0.1272
O -0.0168 0.0567 0.0939
O 0.1444 -0.1234 -0.0302
O -0.0104 -0.0286 -0.0318
O 0.0193 -0.036 -0.0429

The program warned: the cutoff lies below the one the program advises for these potential files; the forces do not sum to zero within the program's tolerance; the exchange-correlation potential is rough where the density is thin.
